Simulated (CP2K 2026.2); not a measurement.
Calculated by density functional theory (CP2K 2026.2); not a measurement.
Periodic cell of 504 atoms, Si360O144, from a study of silicon, its oxide and their interface. The atomic structure is a simulated model.
Doubt: the forces sum to 2.00 eV/angstrom along one axis rather than to zero, so they err by at least 0.0040 eV/angstrom per atom on average; the grid cutoff is modest.

Settings: functional PBE; method Gaussian and plane waves; basis set DZVP-MOLOPT-SR-GTH; pseudopotentials GTH-PBE; grid cutoff 300 Ry, relative cutoff 40 Ry; k points Gamma only; occupations fixed; spin none; net charge 0.

Cell vectors (angstrom)
a 16.32 0 0
b 0 16.32 0
c -0.3713 5.8024 33.1746

Atoms and the computed forces on them: element, x, y, z (angstrom), force x, y, z (eV/angstrom)
Si 1.561 -1.678 0.147 -0.095 0.089 0.775
Si 3.747 1.397 -0.006 0.343 -0.152 0.68
Si 1.674 3.84 0.092 -0.284 0.16 0.661
Si 3.99 6.982 0.212 0.072 -0.177 0.715
Si 1.797 -7.059 -0.067 -0.29 0.22 0.663
Si 3.874 -3.769 0.148 0.063 -0.12 0.78
Si 7.123 -1.594 0.021 -0.19 0.151 0.722
Si 9.356 1.6 -0.041 0.163 -0.133 0.753
Si 7.043 3.754 -0.029 -0.189 0.108 0.79
Si 9.2 7.01 0.06 0.115 -0.137 0.749
Si 6.993 9.22 0.16 0.036 0.156 0.729
Si -6.995 -3.838 0.132 0.133 -0.129 0.776
Si -3.801 -1.389 0.146 -0.259 0.029 0.705
Si -1.663 1.603 0.144 0.241 -0.044 0.687
Si -3.855 3.881 0.072 -0.115 0.153 0.753
Si -1.634 7.174 0.048 0.115 -0.187 0.74
Si -4.035 -7.05 0.041 -0.119 0.261 0.684
Si -1.744 -3.807 -0.053 0.254 -0.218 0.659
Si 2.678 -0.077 1.442 -0.003 -0.015 -0.037
Si 5.432 2.585 1.234 -0.025 -0.018 -0.054
Si 2.772 5.406 1.431 -0.009 0.001 -0.017
Si 5.486 8.132 1.556 0.017 0.006 -0.018
Si 2.776 -5.453 1.364 -0.02 0.005 -0.04
Si 5.471 -2.626 1.386 0.033 0.015 -0.045
Si 8.228 0.015 1.316 -0.005 0.042 -0.056
Si -5.426 2.714 1.367 -0.016 0.01 -0.046
Si 8.099 5.384 1.341 0.004 -0.034 -0.037
Si -5.527 8.118 1.399 -0.03 -0.018 -0.035
Si 8.159 10.869 1.378 -0.01 0.001 -0.027
Si -5.419 -2.626 1.364 0.004 0.002 -0.031
Si -2.708 0.072 1.561 0.023 0.005 -0.006
Si -0.005 2.753 1.332 0.013 0.03 -0.043
Si -2.701 5.491 1.329 0.015 0.009 -0.055
Si 0.045 8.265 1.255 0.041 0.007 -0.036
Si -2.833 -5.414 1.281 0.007 -0.032 -0.028
Si -0.053 -2.838 1.338 -0.048 -0.027 -0.028
Si 1.315 1.347 2.723 -0.006 0.004 0.015
Si 4.152 4.002 2.699 0.041 0.003 0.01
Si 1.334 6.818 2.678 0 0.025 -0.014
Si 4.114 9.558 2.794 -0.009 0.023 0.028
Si 1.328 -4.158 2.718 0.018 0.003 0.024
Si 4.119 -1.33 2.791 -0.012 0 0.023
Si 6.795 1.31 2.677 -0.009 0.009 0.012
Si 9.532 4.096 2.707 0.019 0.017 0.015
Si 6.806 6.699 2.813 0.001 -0.021 0.039
Si 9.511 9.532 2.763 0.018 0.007 0.017
Si 6.78 12.239 2.72 -0.01 0.007 0.025
Si -6.767 -1.303 2.744 0.007 0.015 0.027
Si -4.14 1.384 2.826 -0.034 -0.007 0.011
Si -1.338 4.137 2.706 -0.013 -0.019 0.002
Si -4.111 6.778 2.716 -0.007 -0.016 0.03
Si -1.354 -6.722 2.638 -0.007 0.011 0.008
Si -4.12 -4.061 2.713 -0.001 -0.025 0.015
Si -1.305 -1.38 2.753 0.021 -0.013 0.009
Si 0.012 -0.011 4.123 -0.003 0.006 -0.014
Si 2.728 2.697 4.055 -0.001 -0.002 -0.016
Si 0.004 5.475 4.085 0.01 -0.014 -0.024
Si 2.708 8.158 4.067 -0.004 -0.013 -0.024
Si -0.025 -5.455 4.108 -0.009 0.005 0.001
Si 2.714 -2.746 4.058 -0.006 -0.015 -0.04
Si 5.467 0.017 4.131 -0.003 0.013 -0.005
Si 8.151 2.709 4.04 -0.002 -0.013 -0.034
Si 5.436 5.362 4.135 0.004 -0.018 -0.001
Si 8.166 8.135 4.106 -0.004 0.003 -0.028
Si 5.454 10.912 4.139 0.004 -0.001 -0.001
Si 8.169 -2.709 4.058 -0.015 0.003 -0.034
Si -5.459 0.01 4.168 -0.001 0.007 0.017
Si -2.714 2.766 4.081 0.022 0.014 -0.02
Si -5.442 5.434 4.103 0.008 -0.017 -0.015
Si -2.711 8.183 4.007 0.015 0.015 -0.037
Si -5.443 -5.426 4.103 -0.015 0.015 -0.009
Si -2.721 -2.725 4.074 -0.017 0.004 -0.016
Si 1.367 -1.342 16.323 -0.012 0.018 0.001
Si 4.073 1.38 16.339 -0.016 -0.008 0.012
Si 1.392 4.078 16.303 -0.002 0.016 0.006
Si 4.067 6.785 16.292 0.01 -0.004 0.004
Si 1.357 -6.799 16.31 0.008 0.006 0.003
Si 4.08 -4.074 16.322 0 0.011 0.003
Si 6.799 -1.356 16.316 0.011 -0.004 0
Si -6.833 1.35 16.294 -0.006 0 -0.001
Si 6.803 4.082 16.316 0.003 0.001 0.01
Si -6.814 6.808 16.348 -0.007 -0.008 0.015
Si 6.817 9.52 16.329 -0.002 0.001 0.013
Si -6.807 -4.069 16.289 -0.001 -0.002 -0.003
Si -4.068 -1.373 16.311 -0.004 -0.005 0.005
Si -1.357 1.339 16.293 0.001 -0.017 -0.001
Si -4.093 4.077 16.291 0.001 0 0
Si -1.365 6.799 16.27 -0.001 0.003 -0.006
Si -4.061 9.529 16.305 0.008 0.007 0.008
Si -1.363 -4.08 16.334 -0.004 -0.013 0.006
Si 2.733 0 17.711 0.002 0.001 0.005
Si 5.419 2.769 17.689 -0.003 0.019 0.033
Si 2.721 5.453 17.691 0.012 -0.033 0.028
Si 5.437 8.125 17.637 -0.006 0.023 -0.005
Si 2.734 -5.455 17.67 -0.011 -0.016 0.028
Si 5.424 -2.69 17.68 -0.005 -0.013 -0.003
Si 8.154 -0.008 17.686 -0.008 0 0.033
Si -5.49 2.729 17.625 0.013 -0.012 -0.002
Si 8.141 5.429 17.712 -0.006 0.015 0.023
Si -5.406 8.173 17.662 0.004 -0.006 0.044
Si 8.172 10.916 17.673 0.008 -0.013 0.021
Si -5.425 -2.751 17.654 -0.007 0.009 0.015
Si -2.733 0.009 17.668 0.02 0.002 0.03
Si 0.063 2.661 17.616 0.003 0.002 -0.005
Si -2.706 5.429 17.621 -0.033 0.006 0.013
Si -0.034 -8.158 17.638 -0.002 -0.017 0.006
Si -2.724 -5.442 17.709 0.008 0.02 0.01
Si -0.011 -2.687 17.665 0.019 0.003 0.019
Si 1.396 1.365 19.078 -0.015 0.025 0.019
Si 4.091 4.144 19.108 0.022 0.035 -0.054
Si 1.311 6.819 18.999 0.006 -0.01 -0.026
Si 4.102 -6.857 19.009 -0.02 0.013 -0.017
Si 1.371 -4.056 18.981 -0.006 0.016 -0.06
Si 4.098 -1.337 19.094 0.031 -0.019 -0.003
Si 6.755 1.368 19.011 0.003 -0.005 -0.037
Si -6.795 4.065 19.052 -0.001 -0.003 0.002
Si 6.736 6.78 19.051 -0.02 -0.045 -0.005
Si -6.717 9.599 19.005 0.031 0.034 -0.062
Si 6.764 -4.061 19.022 -0.001 -0.001 -0.014
Si 9.56 -1.39 19.007 -0.012 0.015 -0.016
Si -4.159 1.37 18.972 -0.028 -0.021 -0.035
Si -1.315 4.019 18.887 0.007 0.003 -0.026
Si -4.058 6.767 19.009 -0.001 0.003 -0.024
Si -1.379 -6.841 19.047 -0.007 -0.025 -0.005
Si -4.088 -4.076 19.077 -0.013 -0.006 -0.002
Si -1.363 -1.323 19.049 -0.004 0.004 -0.062
Si 0.02 0.033 20.437 -0.002 0.008 0.024
Si 2.754 2.728 20.452 0.029 -0.007 0.059
Si 0.003 5.341 20.276 0.011 -0.004 0.024
Si 2.655 8.185 20.369 0.005 0.023 0.03
Si -0.018 -5.416 20.304 -0.003 -0.002 0.036
Si 2.758 -2.753 20.4 -0.003 -0.014 0.045
Si 5.422 0.059 20.472 -0.006 0.035 0.067
Si 8.112 2.721 20.362 -0.011 -0.004 0.026
Si 5.379 5.548 20.577 -0.048 0.01 0.072
Si 8.188 8.181 20.198 -0.002 -0.024 0.013
Si 5.454 -5.497 20.371 -0.003 -0.024 0.013
Si 8.16 -2.708 20.35 0.006 0.011 0.014
Si -5.463 0.004 20.396 0.002 0.008 0.031
Si -2.731 2.733 20.209 -0.003 0.005 0.023
Si -5.397 5.395 20.404 0.026 -0.02 0.03
Si -2.701 -8.234 20.431 0.013 -0.015 0.065
Si -5.369 -5.422 20.525 -0.014 -0.028 0.078
Si -2.781 -2.66 20.406 -0.015 0.017 0.042
Si 1.118 -1.655 21.656 0.253 0.32 -0.657
Si 4.333 1.673 21.858 -0.164 -0.246 -0.69
Si 1.535 4.272 21.705 -0.111 -0.158 -0.773
Si 3.63 6.665 21.862 0.368 0.094 -0.661
Si 1.563 -6.481 21.634 -0.041 -0.142 -0.725
Si 3.884 -4.377 21.694 0.104 0.11 -0.73
Si 7.065 -1.094 21.662 -0.089 -0.11 -0.783
Si -7.073 1.139 21.669 0.092 0.133 -0.745
Si 6.589 3.884 21.723 0.113 0.223 -0.832
Si -6.65 7.015 21.526 -0.028 -0.262 -0.741
Si 7.127 -6.626 21.587 -0.246 -0.053 -0.702
Si 9.26 -4.268 21.716 0.329 0.18 -0.641
Si -3.843 -1.038 21.761 -0.233 -0.191 -0.679
Si -1.645 1.225 21.591 0.241 -0.007 -0.728
Si -3.736 4.259 21.661 -0.231 -0.017 -0.69
Si -1.503 6.442 21.639 -0.016 0.202 -0.714
Si -4.329 -7.185 21.77 0.221 0.322 -0.74
Si -1.202 -3.876 21.591 -0.246 -0.242 -0.657
Si 1.66 7.12 -4.178 0.065 -0.026 0.025
Si -1.938 3.676 26.082 -0.146 -0.024 -0.038
Si 4.634 4.076 -7.054 -0.009 -0.051 0.025
Si 6.199 -3.756 -4.131 -0.012 0.096 0.019
Si 6.654 -5.434 -6.623 -0.108 -0.149 0.113
Si -7.383 -0.932 25.853 0.092 0.013 -0.035
Si 1.247 0.672 25.78 -0.024 0.159 -0.015
Si -2.573 -6.943 -4.29 0.101 0.084 -0.102
Si 3.671 -2.252 -4.535 0.025 0.036 0.115
Si -4.91 0.546 -2.141 -0.001 0.046 0.048
Si -4.113 -7.428 24.796 0.085 -0.016 -0.045
Si -1.338 -3.965 24.582 0.046 -0.095 -0.116
Si -3.54 5.702 -4.16 -0.019 0.056 -0.056
Si -0.065 2.623 23.87 -0.029 0.046 -0.124
Si -5.316 -5.95 -4.916 0.014 0.104 -0.102
Si 0.199 8.02 23.794 0.059 0.028 -0.087
Si -5.582 5.39 -2.188 -0.018 0.015 0.158
Si 5.186 5.196 -2.051 0.032 -0.068 0.096
Si 6.794 -0.849 -3.02 -0.041 -0.072 0.14
Si 6.268 5.436 -4.886 -0.121 -0.018 -0.101
Si 3.045 7.301 24.772 0.097 0.21 -0.175
Si 4.191 4.601 25.89 -0.074 -0.077 -0.008
Si 5.859 -3.07 23.786 0.035 -0.044 -0.134
Si -0.939 2.042 -5.224 -0.03 0.003 0.04
Si -2.425 -4.256 -2.88 0.107 -0.142 0.026
Si -3.317 6.199 26.082 -0.085 0.13 0.093
Si -7.91 0.935 -4.715 0.018 -0.015 -0.008
Si -0.985 -2.107 -4.086 0.008 -0.016 0.046
Si -7.324 3.911 -4.376 -0.002 0.047 -0.066
Si 5.286 -5.541 -2 -0.088 0.023 0.089
Si 2.995 6.74 -6.783 0.07 -0.017 0.087
Si -7.708 -3.747 24.539 0.045 0.055 -0.165
Si -4.743 -0.978 24.704 0.077 -0.033 -0.065
Si -0.027 0.021 -1.992 -0.025 -0.059 0.096
Si 2.377 4.512 -2.661 -0.031 -0.01 0.054
Si -1.221 7.085 -2.924 -0.001 0.059 0.141
Si 6.591 -7.402 24.558 0.093 0.07 0.029
Si -5.029 0.435 -5.076 0.087 -0.082 0.073
Si -5.283 -5.234 -2.114 0.005 -0.142 0.068
Si -3.073 7.621 -6.557 0.108 0.112 0.15
Si 1.105 -2.029 24.593 0.087 0.029 -0.127
Si 5.61 8.024 -6.396 0.09 0.029 0.049
Si -4.225 1.552 26.043 -0.044 -0.087 0.016
Si 1.639 1.791 -3.767 -0.036 -0.056 0.03
Si -5.595 2.993 23.754 0.011 -0.067 -0.126
Si 4.034 0.164 -2.985 -0.107 0.05 0.13
Si -1.446 -6.621 25.794 0.048 0.061 -0.04
Si 6.723 6.201 25.827 0.054 0.048 0.009
Si -7.794 5.227 23.745 -0.05 -0.075 -0.121
Si -3.466 2.561 -3.827 0.096 -0.115 0.127
Si -6.956 -6.45 25.827 -0.087 0.001 -0.013
Si 1.269 -4.006 -4.673 0.011 -0.131 0.076
Si 3.957 1.636 24.9 -0.013 -0.015 -0.117
Si 2.467 -6.433 -2.969 -0.093 -0.015 0.206
Si 1.383 -1.375 5.448 0.025 -0.007 -0.005
Si 4.079 1.365 5.458 0.008 0.022 -0.006
Si 1.375 4.086 5.414 0.016 -0.007 -0.018
Si 4.064 6.78 5.43 -0.02 0.011 -0.012
Si 1.348 9.501 5.446 -0.005 -0.007 -0.007
Si 4.064 12.249 5.464 -0.011 0.008 0.002
Si 6.817 -1.368 5.455 0.007 -0.015 -0.007
Si 9.487 1.377 5.467 -0.011 0.002 0
Si 6.82 4.039 5.467 0.008 0.001 0.001
Si 9.535 6.799 5.465 -0.012 0.005 -0.002
Si 6.804 9.508 5.454 0.014 -0.007 0.001
Si 9.513 12.252 5.445 -0.012 0.008 -0.005
Si -4.07 -1.368 5.46 0.001 -0.014 -0.008
Si -1.369 1.369 5.436 -0.031 0.007 -0.009
Si -4.075 4.092 5.461 -0.004 -0.015 0.002
Si -1.374 6.828 5.419 -0.015 0.012 -0.012
Si -4.06 -6.798 5.421 0.022 0.001 -0.017
Si -1.371 -4.077 5.452 0.021 0.016 -0.008
Si 2.732 -0.01 6.81 0.009 -0.007 -0.001
Si 5.441 2.709 6.826 -0.005 -0.003 0.004
Si 2.714 5.435 6.803 -0.002 0 0.004
Si 5.428 8.147 6.793 0.003 0.004 -0.004
Si 2.709 10.87 6.803 0.001 0.004 -0.001
Si 5.439 -2.716 6.811 -0.008 0.007 0
Si 8.154 -0.002 6.825 -0.004 0.011 0.001
Si 10.877 2.726 6.809 -0.001 0.005 -0.001
Si 8.168 5.431 6.809 0.006 -0.005 0
Si 10.901 8.168 6.8 0 -0.014 -0.002
Si 8.162 10.879 6.805 0 0 0.001
Si 10.879 -2.722 6.812 0.007 0.002 0
Si -2.719 0.008 6.807 0.004 -0.003 0.005
Si 0.007 2.727 6.781 0.006 -0.002 -0.004
Si -2.717 5.463 6.799 -0.009 -0.002 0.002
Si -0.011 8.155 6.806 0.008 0 0.005
Si -2.72 -5.445 6.806 -0.001 0.004 0
Si 0.003 -2.721 6.802 -0.017 0.001 0
Si 1.359 1.36 8.148 0.004 0.006 -0.006
Si 4.08 4.083 8.165 0.012 0.006 -0.001
Si 1.352 6.794 8.162 -0.012 -0.006 -0.003
Si 4.077 9.514 8.157 -0.012 -0.015 -0.003
Si 1.356 -4.085 8.163 0.005 0.005 0.001
Si 4.087 -1.361 8.175 0.01 0.005 0.008
Si 6.793 1.349 8.184 -0.012 -0.013 0.009
Si 9.526 4.083 8.174 0.007 0.002 0.001
Si 6.796 6.794 8.154 0 0 -0.004
Si 9.53 9.522 8.157 0.008 0.013 -0.001
Si 6.797 -4.085 8.163 -0.007 -0.005 -0.002
Si 9.524 -1.359 8.172 -0.001 0.001 0.001
Si -4.085 1.361 8.165 -0.012 -0.008 -0.002
Si -1.354 4.087 8.147 -0.004 0 -0.005
Si -4.075 6.807 8.169 0.012 0.013 0.007
Si -1.359 -6.8 8.166 0 -0.005 0.003
Si -4.082 -4.086 8.164 -0.006 0.001 0.001
Si -1.355 -1.355 8.158 0.006 0.008 -0.003
Si 0.003 0.003 9.516 -0.007 -0.004 0.002
Si 2.717 2.717 9.514 0.002 -0.005 -0.003
Si -0.003 5.437 9.523 0.011 0 0.007
Si 2.717 8.157 9.517 0.002 0.007 0.003
Si 0.001 -5.443 9.523 -0.006 0.002 0.002
Si 2.72 -2.725 9.52 0.003 0.001 -0.006
Si 5.438 -0.007 9.54 -0.004 0 0.008
Si 8.162 2.719 9.524 0.006 0.007 -0.007
Si 5.44 5.442 9.522 -0.006 0.005 0.002
Si 8.16 8.159 9.509 -0.004 -0.006 -0.009
Si 5.436 -5.444 9.52 0.006 0.003 0
Si 8.158 -2.724 9.522 -0.001 0.004 -0.001
Si -5.439 0.002 9.529 0.007 0.003 0.006
Si -2.717 2.726 9.511 -0.003 -0.004 -0.006
Si -5.435 5.443 9.527 -0.008 0.001 -0.003
Si -2.718 8.163 9.527 -0.004 -0.002 0.001
Si -5.44 -5.441 9.525 0.005 -0.004 0.004
Si -2.718 -2.719 9.512 0.002 -0.001 -0.002
Si 1.362 -1.359 10.875 0.005 -0.001 0.003
Si 4.072 1.358 10.879 0.008 -0.001 0.001
Si 1.361 4.077 10.876 -0.009 -0.002 -0.004
Si 4.081 6.803 10.879 0.003 -0.002 -0.002
Si 1.365 9.52 10.88 0.001 -0.006 -0.001
Si 4.079 -4.082 10.883 -0.011 0.002 0.002
Si 6.801 -1.368 10.89 -0.004 0.005 0
Si 9.52 1.363 10.886 -0.009 -0.005 -0.002
Si 6.801 4.082 10.877 0.001 -0.004 -0.001
Si 9.515 6.802 10.875 0.008 0 0.002
Si 6.802 9.517 10.876 0.001 0.005 -0.001
Si 9.518 -4.082 10.882 0.002 -0.006 -0.003
Si -4.076 -1.362 10.878 -0.001 -0.001 -0.001
Si -1.361 1.36 10.873 0.005 0.005 -0.002
Si -4.075 4.08 10.882 0.001 0.007 0
Si -1.362 6.799 10.883 -0.01 0.009 -0.001
Si -4.08 9.521 10.882 0.004 -0.001 0.002
Si -1.361 -4.079 10.873 0.005 0.001 0
Si 2.719 -0.003 12.241 -0.001 0.004 0
Si 5.438 2.718 12.225 -0.01 -0.002 -0.004
Si 2.725 5.436 12.233 -0.002 0.003 0.003
Si 5.44 8.164 12.24 0.005 -0.002 -0.001
Si 2.721 10.881 12.247 0 0.001 0.001
Si 5.435 -2.721 12.248 0.013 -0.005 0
Si 8.157 0.002 12.241 0.008 0 0.003
Si 10.882 2.722 12.243 0.002 0.003 0
Si 8.157 5.443 12.237 -0.002 0.003 -0.005
Si 10.875 8.16 12.233 -0.005 0.004 -0.003
Si 8.159 10.876 12.24 -0.004 0.003 -0.001
Si 10.88 -2.72 12.236 -0.002 0.002 0.002
Si -2.717 -0.004 12.237 -0.006 -0.003 0.002
Si -0.001 2.719 12.231 0.003 -0.001 -0.003
Si -2.723 5.442 12.245 0.011 -0.005 0.004
Si 0.003 8.16 12.233 0.004 0 -0.002
Si -2.719 -5.436 12.234 -0.001 0.002 0.001
Si 0.003 -2.723 12.229 -0.011 -0.002 -0.007
Si 1.359 1.361 13.592 -0.016 0.004 -0.006
Si 4.09 4.076 13.587 0.015 -0.013 -0.003
Si 1.363 6.797 13.585 -0.002 0.001 -0.001
Si 4.085 9.524 13.606 -0.001 0.006 0.006
Si 1.358 -4.074 13.6 -0.005 0.004 0.001
Si 4.08 -1.354 13.61 -0.005 0.004 0.002
Si 6.785 1.359 13.591 0.001 0.006 -0.008
Si 9.515 4.084 13.597 -0.004 0.006 0.002
Si 6.8 6.804 13.599 0.001 -0.006 -0.002
Si 9.521 9.516 13.598 0.006 -0.006 0
Si 6.799 -4.084 13.598 0.002 -0.001 -0.001
Si 9.522 -1.356 13.591 -0.004 0.001 -0.005
Si -4.08 1.353 13.597 0.007 -0.005 0.008
Si -1.356 4.077 13.593 -0.002 0.003 0.002
Si -4.093 6.804 13.597 -0.016 0.01 0.001
Si -1.352 9.53 13.587 -0.002 -0.002 -0.009
Si -4.082 -4.082 13.594 0.005 -0.002 -0.004
Si -1.356 -1.372 13.59 0.022 -0.007 0
Si 0.005 -0.01 14.94 -0.003 -0.004 -0.002
Si 2.732 2.716 14.942 0.001 0.007 -0.002
Si 0.014 5.431 14.946 -0.007 -0.002 0.004
Si 2.712 8.159 14.947 -0.004 -0.018 0.001
Si -0.002 -5.432 14.961 0 0.007 0.001
Si 2.718 -2.716 14.964 -0.014 -0.009 0
Si 5.433 0.014 14.973 0.017 0.01 0.003
Si 8.143 2.719 14.941 -0.007 -0.011 -0.002
Si 5.445 5.436 14.949 -0.009 0.003 -0.006
Si 8.163 8.159 14.963 0.002 0.012 -0.002
Si 5.449 10.882 14.972 0.008 0.005 0.007
Si 8.154 -2.708 14.943 0.003 -0.004 -0.003
Si -5.441 -0.008 14.96 -0.006 -0.001 0.006
Si -2.717 2.716 14.948 0.005 0.006 0.002
Si -5.46 5.452 14.962 0.011 -0.002 0.008
Si -2.718 8.173 14.93 0.006 -0.001 -0.004
Si -5.439 -5.442 14.952 -0.016 -0.003 -0.001
Si -2.716 -2.731 14.952 0.006 0.01 -0.003
O 3.789 7.435 23.312 0.661 0.331 0.158
O -0.03 -2.785 21.854 -0.17 -0.135 -0.044
O -2.514 -3.412 -6.85 0.179 -0.249 0.291
O -4.377 -1.528 23.232 0.097 -0.55 0.107
O 4.274 -1.342 -5.709 -0.036 0.197 0.134
O 6.114 7.428 24.974 -0.343 -0.038 -0.149
O 0.772 -7.068 22.926 -0.375 0.358 0.351
O -4.122 -0.304 -6.183 0.022 -0.432 -0.039
O -2.715 -2.513 -0.33 0.051 0.085 -0.48
O 1.381 4.509 -1.375 -0.551 0.103 -0.212
O 3.195 -5.238 26.01 -0.338 -0.164 -0.43
O -7.46 6.511 22.838 -0.161 0.397 0.327
O -8.055 -5.535 22.009 0.115 -0.103 0.409
O -6.333 -4.433 -1.215 -0.092 -0.111 -0.192
O 0.899 3.631 23.06 0.241 0.2 0.24
O -0.571 6.94 22.877 0.144 -0.232 0.201
O -2.706 0.089 22.097 0.132 -0.183 0.543
O -6.498 4.415 -3.089 -0.055 -0.121 0.01
O 3.884 3.244 25.072 -0.082 0.088 -0.34
O 0.838 -1.042 -1.155 -0.054 0.021 -0.484
O 4.792 6.42 -1.083 0.498 0.346 -0.349
O -8.143 -2.785 -0.362 -0.31 -0.074 -0.512
O -1.209 0.695 -1.133 -0.231 -0.032 -0.116
O 6.799 -2.325 -3.689 0.363 -0.07 -0.13
O 2.192 -3.148 24.977 0.002 -0.39 -0.463
O 3.528 -1.376 -3.171 -0.238 -0.249 0.461
O -4.601 4.513 -1.234 -0.106 -0.101 -0.003
O 7.242 0.875 -5.819 -0.631 0.386 0.33
O 6.422 4.372 -1.407 0.324 0.039 -0.245
O -2.032 -7.845 -3.072 -0.241 0.168 0.557
O 6.46 6.802 -5.751 0.503 0.066 0.075
O -4.25 3.405 22.954 0.334 -0.499 0.106
O -0.336 -2.724 24.547 -0.252 0.333 -0.051
O 0.547 1.465 -4.921 0.143 -0.259 -0.392
O 5.487 2.782 22.209 -0.27 0.199 0.344
O -4.58 -4.768 -5.77 0.098 0.394 0.091
O -0.736 -5.241 25.367 0.503 -0.119 -0.017
O 2.719 -5.437 22.177 0.125 -0.119 0.583
O 6.112 -6.568 -1.088 -0.311 0.051 -0.399
O -6.426 -6.683 -5.813 -0.319 -0.315 0.326
O -3.648 6.447 -5.594 -0.388 -0.165 -0.503
O -0.907 -7.781 24.823 -0.276 -0.42 -0.111
O 4.004 0.676 -1.45 0.155 -0.425 -0.224
O -6.503 6.36 -1.295 -0.162 0.315 -0.303
O 4.654 -4.317 -1.161 0.033 0.33 -0.416
O -2.856 -8.12 -0.342 -0.074 -0.111 -0.472
O 0.066 -3.32 -3.861 -0.236 -0.078 0.251
O -7.07 -4.892 25.451 -0.007 0.191 0.007
O 2.287 -7.757 -3.861 0.547 0.111 -0.432
O -6.499 4.305 23.849 0.064 0.178 0.267
O -6.276 -0.457 24.774 -0.022 0.142 -0.143
O -4.217 -0.527 -1.168 -0.068 -0.034 -0.301
O 2.673 2.594 -0.254 -0.116 -0.099 -0.383
O 5.475 -6.335 25.049 -0.005 0.535 -0.164
O 5.339 1.002 25.414 0.17 0.036 0.066
O 8.137 -0.115 -3.519 0.362 -0.147 0.29
O -1.047 -1.676 -5.631 0.425 0.206 -0.001
O -7.797 2.401 -4.066 -0.125 -0.122 0.524
O 1.441 7.369 24.576 -0.089 -0.113 0.593
O -3.804 0.276 25.123 0.551 0.061 -0.119
O 6.669 -0.971 -1.411 -0.47 0.294 0.024
O -4.056 1.901 -2.46 0.168 0.472 0.077
O 5.752 4.931 25.716 0.427 -0.239 -0.162
O 3.751 1.242 23.331 -0.546 -0.175 0.023
O -3.744 4.11 -4.124 -0.346 -0.147 -0.294
O -5.556 8.097 22.051 -0.11 0.114 0.148
O -6.795 -3.584 23.193 0.474 0.539 0.261
O -2.14 -7.648 -5.703 0.715 0.316 -0.295
O 7.093 -4.084 24.059 -0.205 -0.454 -0.077
O -6.288 1.002 -1.409 -0.281 -0.009 -0.28
O 7.668 0.045 25.8 0.209 0.534 -0.325
O 6.402 -1.789 22.969 -0.25 0.183 0.096
O 3.091 1.09 -3.934 0.278 0.2 -0.551
O -6.46 3.922 -5.745 0.416 -0.241 0.244
O -2.685 2.796 -0.34 -0.022 0.159 -0.468
O 0.127 7.185 -3.754 -0.087 0.089 -0.435
O 2.824 0.993 25.857 0.13 -0.147 0.655
O 4.656 -3.798 23.005 -0.179 0.134 0.403
O -4.319 1.887 -5.022 -0.067 0.388 -0.43
O -0.706 3.515 -5.863 0.215 0.415 0.283
O -6.377 1.827 22.964 0.007 -0.063 0.174
O -8.1 2.703 -0.49 0.09 0.124 -0.269
O 1.758 6.714 -5.742 -0.317 -0.228 -0.019
O 8.135 5.74 25.21 0.441 0.117 0.432
O 4.075 7.692 -6.031 -0.245 0.226 0.528
O 2.703 -2.74 -0.368 0.115 -0.062 -0.413
O -2.064 5.892 -3.572 0.447 -0.413 -0.389
O 8.031 -7.173 25.258 0.22 -0.402 -0.075
O -2.689 4.909 25.349 -0.09 -0.13 -0.635
O 2.586 5.436 22.181 -0.229 -0.099 0.551
O -1.449 -4.379 -1.568 0.646 -0.006 -0.187
O -2.356 -2.789 -3.564 -0.46 0.258 -0.18
O 1.544 -1.325 23.199 0.415 0.533 0.276
O -3.767 -6.944 23.281 0.239 0.214 0.156
O -4.817 -6.579 -1.323 0.026 -0.252 -0.102
O 3.319 5.834 25.358 -0.151 -0.186 -0.018
O 3.913 4.205 -2.217 0.153 -0.265 0.125
O 7.73 4.857 -4.619 0.227 0.119 0.061
O -2.639 -3.528 25.394 -0.273 -0.169 -0.017
O -7.807 -2.427 25.45 -0.28 -0.283 0.009
O -0.96 6.742 -1.373 0.057 -0.387 -0.199
O -6.559 0.56 -5.52 -0.08 0.15 -0.701
O 6.888 -4.312 -5.479 0.239 0.27 -0.023
O 1.582 -6.49 -1.591 -0.52 0.176 -0.167
O -1.229 2.094 22.897 -0.416 0.227 0.139
O 0.809 -4.607 -6.099 -0.747 0.049 0.146
O -6.009 -5.437 -3.547 -0.747 0.154 -0.105
O 6.068 -6.807 -5.943 -0.117 -0.014 0.491
O 6.361 -4.906 -3.016 0.693 -0.114 -0.197
O -0.651 -0.771 -3.249 -0.247 0.308 -0.193
O -3.944 -4.382 -2.36 -0.082 0.296 -0.021
O 1.042 -0.915 25.744 -0.027 -0.261 0.45
O 1.953 -5.142 -3.777 -0.04 0.238 0.002
O 2.4 5.97 -3.326 0.207 -0.095 0.186
O 4.054 -6.316 -2.688 0.106 -0.352 -0.164
O -1.719 -4.383 23.06 -0.24 -0.587 -0.058
O 1.865 3.386 -3.694 -0.223 0.12 -0.348
O -3.066 -6.587 25.704 -0.346 0.537 0.412
O 2.25 -2.782 -5.014 -0.285 0.331 -0.189
O 0.729 1.335 24.407 0.081 -0.138 -0.213
O -5.062 -0.197 -3.578 0.12 -0.37 -0.063
O 2.868 8.046 -0.312 0.039 -0.106 -0.173
O -5.258 2.491 25.238 -0.468 0.478 0.449
O -4.187 -6.98 -4.378 -0.226 -0.48 0.236
O 5.342 4.292 -5.6 -0.28 -0.504 0.136
O -4.672 6.305 -3.169 -0.118 0.709 0.042
O 5.575 0.126 -3.472 0.103 0.286 -0.749
O -1.875 2.222 -3.902 0.342 -0.022 0.701
O 0.971 1.217 -2.411 -0.037 0.231 0.491
O -8.155 0.011 22.182 0.134 -0.185 0.636
O -3.89 7.292 25.031 -0.328 -0.286 -0.121
O -5.639 -7.079 25.154 -0.088 -0.357 -0.037
O -2.632 5.366 22.171 0.072 -0.017 0.512
O -2.086 -5.426 -3.975 0.336 0.2 -0.237
O 8.099 8.142 -0.404 -0.06 0.077 -0.325
O 5.315 -2.514 25.176 -0.039 0.43 -0.201
O -4.643 -2.113 25.859 -0.414 -0.042 0.273
O -0.676 3.359 25.149 0.376 0.264 0.225
O 4.607 -3.55 -4.334 -0.512 -0.637 0.021
O -1.761 1.086 -6.226 0.325 -0.154 -0.195
O 5.602 5.815 -3.47 -0.234 0.498 -0.124
O 7.296 4.418 23.085 -0.273 -0.153 0.46
O 6.633 -7.339 22.954 -0.19 -0.002 -0.078
O 3.504 -7.848 25.817 0.031 0.045 0.205

Results
total energy: -101657.548 eV
total energy less fixed offsets of O -438.25, Si -107.07 eV per atom: -4.348 eV
